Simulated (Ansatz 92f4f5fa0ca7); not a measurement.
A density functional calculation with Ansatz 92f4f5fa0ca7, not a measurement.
Periodic cell of 287 atoms, Si197O90, from a study of silicon, its oxide and their interface. The atomic structure is a simulated model.
Doubt: the cutoff is far below the 930 eV that the study's wrapper takes by default for these files, so forces and energies are approximate.
This geometry differs little from another in the collection (a relaxation step or a small displacement).

Settings
functional: PBE
potential files: Ansatz PAW
basis: plane waves
wave-function cutoff: 580 eV
density cutoff ratio: 5
exchange-correlation grid ratio: 1
k mesh: 1 x 1 x 1, Gamma-centred
self-consistency stop: 5e-08 eV per atom in the density residual
occupations: fixed
spin: none
net charge: 0

Cell vectors (angstrom)
a 10.938 0 0
b 0 10.938 0
c 0 0 43.1378

Atoms: element, x, y, z (angstrom)
Si 0 0 41.0858
Si 5.469 0 41.0858
Si 2.7345 2.7345 41.0858
Si 8.2035 2.7345 41.0858
Si 0 5.469 41.0858
Si 5.469 5.469 41.0858
Si 2.7345 8.2035 41.0858
Si 8.2035 8.2035 41.0858
Si 1.3673 1.3673 42.453
Si 6.8362 1.3673 42.453
Si 4.1018 4.1018 42.453
Si 9.5708 4.1018 42.453
Si 1.3673 6.8362 42.453
Si 6.8362 6.8362 42.453
Si 4.1018 9.5708 42.453
Si 9.5708 9.5708 42.453
Si 2.7345 0 38.3513
Si 8.2035 0 38.3513
Si 0 2.7345 38.3513
Si 5.469 2.7345 38.3513
Si 2.7345 5.469 38.3513
Si 8.2035 5.469 38.3513
Si 0 8.2035 38.3513
Si 5.469 8.2035 38.3513
Si 4.1018 1.3673 39.7185
Si 9.5708 1.3673 39.7185
Si 1.3673 4.1018 39.7185
Si 6.8362 4.1018 39.7185
Si 4.1018 6.8362 39.7185
Si 9.5708 6.8362 39.7185
Si 1.3673 9.5708 39.7185
Si 6.8362 9.5708 39.7185
Si 0 0 3.417
Si 5.469 0 3.417
Si 2.7345 2.7345 3.417
Si 8.2035 2.7345 3.417
Si 0 5.469 3.417
Si 5.469 5.469 3.417
Si 2.7345 8.2035 3.417
Si 8.2035 8.2035 3.417
Si 1.3673 1.3673 4.7843
Si 6.8362 1.3673 4.7843
Si 4.1018 4.1018 4.7843
Si 9.5708 4.1018 4.7843
Si 1.3673 6.8362 4.7843
Si 6.8362 6.8362 4.7843
Si 4.1018 9.5708 4.7843
Si 9.5708 9.5708 4.7843
Si 2.7345 0 0.6825
Si 8.2035 0 0.6825
Si 0 2.7345 0.6825
Si 5.469 2.7345 0.6825
Si 2.7345 5.469 0.6825
Si 8.2035 5.469 0.6825
Si 0 8.2035 0.6825
Si 5.469 8.2035 0.6825
Si 4.1018 1.3673 2.0497
Si 9.5708 1.3673 2.0497
Si 1.3673 4.1018 2.0497
Si 6.8362 4.1018 2.0497
Si 4.1018 6.8362 2.0497
Si 9.5708 6.8362 2.0497
Si 1.3673 9.5708 2.0497
Si 6.8362 9.5708 2.0497
Si 10.585 0.2246 30.3359
Si 5.7323 10.6771 30.2076
Si 2.4739 2.9136 30.1119
Si 8.422 2.4652 30.2916
Si 0.2696 5.1654 30.2217
Si 5.1485 5.7494 30.1594
Si 2.9292 8.0057 30.0627
Si 7.9334 8.4345 30.205
Si 1.3242 1.3826 31.5108
Si 6.8399 1.3095 31.5812
Si 4.0369 4.1072 31.4558
Si 9.6012 4.0613 31.5524
Si 1.3934 6.8258 31.464
Si 6.7601 6.8528 31.4985
Si 4.0957 9.5334 31.4628
Si 9.4599 9.5701 31.6145
Si 2.7239 -0.0118 32.8145
Si 8.1531 -0.0176 33.0209
Si 0.0023 2.7209 32.9589
Si 5.4356 2.7429 32.8256
Si 2.7209 5.4681 32.8946
Si 8.1797 5.4695 32.8242
Si -0.0105 8.1809 32.8359
Si 5.4297 8.2009 32.9163
Si 4.0788 1.3657 34.2096
Si 9.5679 1.3556 34.3063
Si 1.359 4.1136 34.2762
Si 6.8215 4.0968 34.211
Si 4.0883 6.8181 34.265
Si 9.5522 6.8267 34.2184
Si 1.361 9.5591 34.2094
Si 6.7797 9.5506 34.3146
Si 0.0086 -0.0214 35.6215
Si 5.4292 0.0111 35.6279
Si 2.7313 2.731 35.6099
Si 8.1846 2.7408 35.6159
Si -0.0224 5.4726 35.616
Si 5.4687 5.4574 35.61
Si 2.7178 8.1981 35.6057
Si 8.195 8.1875 35.6191
Si 1.3688 1.3606 36.9819
Si 6.8235 1.3667 36.9827
Si 4.1029 4.0925 36.9808
Si 9.5584 4.1011 36.9846
Si 1.3542 6.8362 36.9807
Si 6.8338 6.8221 36.985
Si 4.0809 9.5657 36.9853
Si 9.568 9.5586 36.9831
Si 2.7439 0.0028 6.1636
Si 8.203 0.0077 6.1451
Si 0.0009 2.7387 6.161
Si 5.4812 2.7357 6.1548
Si 2.7403 5.4898 6.141
Si 8.2136 5.465 6.1617
Si 0.0118 8.1993 6.1507
Si 5.4725 8.2113 6.1608
Si 4.1294 1.3682 7.5311
Si 9.5686 1.3565 7.524
Si 1.3812 4.1309 7.5004
Si 6.8517 4.0903 7.5351
Si 4.1098 6.8342 7.5276
Si 9.5873 6.8394 7.5242
Si 1.3856 9.5501 7.5242
Si 6.8374 9.597 7.5213
Si -0.0012 -0.0324 8.86
Si 5.4935 0.0136 8.9424
Si 2.776 2.79 8.8367
Si 8.1973 2.6998 8.9212
Si 0.0274 5.4799 8.9024
Si 5.4832 5.4673 8.8822
Si 2.7716 8.2088 8.92
Si 8.2116 8.2289 8.8524
Si 1.3954 1.3937 10.0963
Si 6.8477 1.3525 10.3813
Si 4.1594 4.0888 10.2718
Si 9.5795 4.0881 10.236
Si 1.4167 6.8356 10.2937
Si 6.8295 6.8906 10.1965
Si 4.1387 9.5814 10.3224
Si 9.5602 9.5524 10.256
Si 2.7477 0.1172 11.5296
Si 8.2109 -0.0589 11.7334
Si 0.0328 2.6746 11.5111
Si 5.4784 2.7299 11.7623
Si 2.8193 5.4802 11.65
Si 8.1754 5.4866 11.5122
Si 0.0141 8.1916 11.6243
Si 5.5346 8.2231 11.7022
Si 3.8396 1.5769 13.0723
Si 9.8416 1.1446 12.9211
Si 1.6316 3.8029 12.7807
Si 6.6539 4.4208 12.9505
Si 4.4095 6.636 13.0159
Si 9.3687 6.9544 12.876
Si 1.1436 9.9234 12.7636
Si 7.164 9.2319 13.1387
O 8.3217 8.0989 13.3914
O 2.7226 2.7431 13.4224
O 9.5208 1.3518 29.7396
O 4.0478 6.8648 29.5879
O 0.0297 0.0288 13.4267
O 5.5263 5.5106 13.5056
O 6.844 9.5667 29.6655
O 1.36 4.0529 29.6363
O 3.8647 7.3926 14.4027
O 0.8131 4.3755 14.0726
O 9.8159 6.1762 14.2687
O 2.1156 9.3891 13.9716
O 7.5114 3.9306 14.2735
O 4.2691 0.9287 14.541
O 6.7315 9.5627 14.6927
O 9.2103 1.8606 14.2663
O 7.7117 3.15 28.9815
O 10.4959 5.8408 28.9099
O 5.0851 0.4295 28.8674
O 5.8625 5.0894 28.8325
O 3.0995 2.2025 28.7483
O 2.2909 8.7184 28.6943
O 8.6129 7.7464 28.8692
O 0.2352 10.3446 29.057
Si 4.3851 1.569 27.9404
Si 3.4902 7.9335 19.4988
Si 7.1187 0.9614 20.1339
Si 0.9395 9.3567 27.9921
Si 1.1805 4.3111 17.3498
Si 6.2662 8.9676 20.7865
Si 0.6784 1.3694 17.764
Si 8.622 4.9534 25.9812
Si 0.3287 5.7153 14.8299
Si 5.1008 3.1248 23.4105
Si 0.8837 3.7468 22.2142
Si 10.4015 2.8492 24.6984
Si 5.2818 1.186 15.819
Si 0.8839 0.178 25.3166
Si 6.646 9.4638 16.3313
Si 9.3374 9.6807 23.7926
Si 9.3913 9.2492 18.0377
Si 6.5691 3.8444 28.0561
Si 2.4431 8.0724 14.8479
Si 10.5899 7.3707 22.5463
Si 2.5109 6.2948 22.0465
Si 10.1764 4.493 19.6573
Si 6.1368 9.1884 23.9828
Si 7.9707 2.5756 15.0476
Si 8.8804 2.1466 17.9202
Si 5.3385 6.2476 23.5344
Si 3.9208 0.5604 24.937
Si 4.278 3.8423 17.5195
Si 5.544 6.6058 17.6054
Si 8.0129 2.5068 22.6877
Si 4.3594 2.4826 20.4351
Si 1.54 1.2139 20.7254
Si 1.5718 9.4157 17.512
Si 8.0514 6.8547 19.3348
Si 10.3801 9.8387 20.9549
Si 9.8022 7.0126 28.0244
Si 8.109 5.4873 22.8788
O 6.0478 7.9624 16.7574
O 6.018 9.2085 22.3651
O 7.6805 1.3661 18.6635
O 0.8958 1.7484 19.3341
O 9.4288 6.2575 22.3515
O 6.7613 6.2063 18.6043
O 5.1319 4.6627 24.0771
O 9.2284 2.1604 23.7436
O 2.365 0.1004 24.5483
O 9.4087 10.2341 22.2324
O 2.7888 4.4366 17.1805
O 5.0641 10.3257 24.5745
O 9.4252 3.243 18.9636
O 0.4549 1.7671 25.4297
O 3.1543 1.3626 20.5317
O 8.1634 5.3796 24.4924
O 3.8928 6.6006 22.8588
O 4.5741 3.2842 21.8552
O 9.0631 5.6699 19.7816
O 5.447 2.7583 27.6112
O 10.6728 4.149 21.1542
O 0.342 3.8683 23.7502
O 10.4235 10.5196 24.6849
O 9.6431 10.0285 19.4962
O 10.896 8.1268 27.5659
O 1.1931 2.1638 21.9972
O 9.7306 3.7532 25.8853
O 8.1329 4.0356 22.1508
O -0.0404 9.1057 17.3747
O 6.5845 2.4189 23.4755
O 5.5824 10.72 16.6648
O 7.7481 9.5951 24.3111
O 10.0293 1.0256 17.5294
O 1.3178 6.9583 14.5322
O 0.624 4.7677 18.8197
O 5.7044 7.6262 24.4497
O 5.2363 5.0893 16.9888
O 2.7142 6.9889 20.5855
O 0.9108 2.7466 16.9342
O 0.8603 10.6872 21.0176
O 2.4067 8.5863 16.3835
O 4.6988 2.4346 16.7424
O 4.2519 3.5129 19.1494
O 2.1995 4.686 21.9548
O 10.7034 8.2514 21.1662
O 6.9285 10.2941 20.1379
O 2.3428 8.9575 18.8949
O 8.0334 1.5256 21.377
O 4.1287 7 18.3244
O 4.1769 2.0134 24.1937
O 7.2861 4.4178 26.728
O 8.4132 2.9293 16.5724
O 1.1799 6.8678 22.8283
O 5.6542 1.5786 20.2282
O 8.1314 9.7588 17.0562
O 9.1996 6.2883 26.7058
O 8.9602 7.7182 18.3236
O 1.6532 0.1221 17.3461
O 6.6447 6.1522 22.5315
O 7.3971 7.8048 20.5081
O 1.2104 10.2929 26.6923
O 10.0317 8.2032 23.8248
O 3.9458 0.8538 26.55
O 0.3393 5.3373 16.3987
O 6.6988 1.5754 15.1105
O 4.7778 8.7097 20.1511

Results
free energy: -176420.523 eV
free energy less fixed offsets of O -568.88, Si -635.61 eV per atom: -6.153 eV

Forces (eV/angstrom), in the order of the atoms: element, x, y, z
Si -0.0015 -0.0156 0.0003
Si -0.0054 0.0026 -0.0014
Si -0.0053 -0.0112 -0.0046
Si -0.0087 0.0004 -0.0019
Si -0.0108 -0.0017 -0.0021
Si 0.0035 -0.0099 -0.0026
Si -0.0068 -0.0004 -0.0047
Si 0.0016 -0.0075 -0.0031
Si -0.0033 0.0071 -0.0035
Si 0.0074 -0.0047 0.0022
Si -0.0037 0.0062 -0.0024
Si 0.0054 -0.0052 0.0015
Si 0.0037 -0.0019 -0.0002
Si -0.0012 0.0075 -0.0024
Si 0.0049 0 0.0013
Si -0.0063 0.0073 0.0001
Si -0.0508 -0.0071 0.0787
Si -0.0168 -0.0039 -0.0687
Si -0.0265 -0.0228 -0.0591
Si -0.0088 0.0012 0.0595
Si -0.0219 -0.0097 -0.0866
Si -0.0185 -0.0228 0.0836
Si -0.023 -0.019 0.0591
Si -0.0206 -0.006 -0.0674
Si 0.0124 -0.0021 -0.0043
Si 0.005 0.0042 -0.001
Si 0.0046 0.0076 -0.0061
Si 0.0068 0.0026 0.0025
Si 0.0026 0.0059 -0.0044
Si 0.0055 0.0059 -0.0007
Si -0.0166 0.03 0.0011
Si 0.0042 0.0068 -0.0049
Si 0.0007 -0.0113 0.0042
Si -0.0016 -0.0008 0.0119
Si -0.0071 0.0026 0.007
Si -0.007 -0.0098 -0.0011
Si 0.0157 -0.0129 0.0053
Si 0.0003 -0.0143 0.0057
Si -0.029 0.008 -0.0032
Si 0.0155 -0.0193 0.0052
Si 0.0193 -0.0016 0.1048
Si 0.0232 0.0535 -0.0749
Si 0.0301 0.0007 0.0462
Si 0.025 -0.0152 0.0161
Si 0.0047 0.0448 -0.1373
Si 0.0376 -0.0041 0.1198
Si -0.0063 -0.0027 0.0386
Si 0.0392 -0.0149 0.0404
Si -0.012 0.0044 -0.0039
Si 0.0033 -0.005 0.0051
Si 0.0069 -0.0071 0.0005
Si -0.0015 0.0008 0.0019
Si 0 -0.0053 0.0032
Si -0.0044 0.0017 -0.004
Si -0.002 0.0013 0.0007
Si 0.0033 -0.0081 0.0027
Si -0.0006 -0.0048 0.0029
Si 0.0042 0.0131 0.0036
Si -0.0085 0.0039 0.0018
Si 0.0163 0.0086 0.0016
Si 0.001 0.01 0.0059
Si 0 -0.0035 0.002
Si 0.016 0.0043 -0.0002
Si -0.0017 0.0069 0.0058
Si -0.0079 0.0149 -0.0279
Si -0.0008 -0.0056 -0.011
Si -0.009 0.0019 -0.0179
Si 0.0065 -0.0002 0.0005
Si 0.0003 -0.0056 -0.0094
Si 0.0033 0.0066 -0.0196
Si 0.0021 0.0048 -0.0266
Si -0.007 -0.0002 -0.0195
Si 0.0044 -0.0059 0.0017
Si -0.0002 0.0057 -0.0101
Si 0.0103 -0.0107 -0.0076
Si -0.0036 -0.0011 -0.0098
Si -0.0087 0.0067 -0.0113
Si 0.007 -0.0107 -0.0056
Si -0.0046 0.008 -0.0085
Si 0.0073 -0.0069 -0.0027
Si -0.0015 0.0021 0.0303
Si 0.0095 0.0119 -0.0523
Si -0.0064 -0.0059 -0.0566
Si -0.0007 0.0054 0.0316
Si -0.0053 -0.0056 -0.033
Si -0.0007 0.0073 0.0297
Si 0.002 0.0024 0.0327
Si 0.013 0.0108 -0.0396
Si -0.0015 -0.004 -0.0198
Si -0.0042 0.0042 0.0351
Si 0.0157 -0.0004 0.0407
Si -0.0035 0.0009 -0.0259
Si -0.009 0.003 0.0404
Si -0.0026 -0.0086 -0.0224
Si -0.0024 0.0023 -0.0274
Si -0.0138 -0.027 0.0438
Si 0.0217 -0.019 0.0129
Si -0.019 0.0225 0.0087
Si 0.0079 -0.009 0.0052
Si -0.0116 0.0123 0.0132
Si -0.0187 0.0232 0.008
Si 0.0163 -0.0186 0.0108
Si -0.0058 0.0077 0.0108
Si 0.0089 -0.0063 0.0073
Si -0.0053 0.0092 -0.0031
Si 0.0067 -0.0087 0.0004
Si -0.009 0.0103 -0.0027
Si 0.0078 -0.0105 -0.0021
Si 0.0078 -0.0129 -0.0027
Si -0.0097 0.0102 -0.0033
Si 0.0056 -0.0142 -0.0041
Si -0.0102 0.0069 0.0006
Si -0.0062 0.0071 -0.0029
Si 0.0083 -0.0056 -0.0015
Si 0.01 -0.0073 -0.0058
Si -0.0058 0.0068 0.0005
Si 0.019 -0.0117 -0.0051
Si -0.0114 0.0136 -0.0032
Si -0.0155 0.0078 -0.0046
Si 0.0082 -0.0064 -0.0024
Si 0.0062 -0.0094 -0.0081
Si -0.005 0.0076 -0.0098
Si -0.0301 0.0136 -0.007
Si 0.018 -0.019 -0.0092
Si -0.0022 0.0097 -0.014
Si -0.0007 -0.0098 -0.0015
Si 0.0297 -0.0136 -0.011
Si -0.0229 0.0182 -0.0088
Si -0.0211 0.0009 -0.0363
Si 0.0084 0.0068 0.0201
Si 0.0273 0.0004 -0.0351
Si -0.0192 -0.0078 0.0299
Si 0.0055 0.0047 0.0359
Si 0.0099 0.0116 -0.0427
Si 0.0031 0.016 0.0382
Si 0.0033 -0.0125 -0.0528
Si 0.001 0.0028 0.0564
Si 0.0101 0.0058 -0.0397
Si -0.0163 -0.0152 0.0573
Si 0.0094 0.0077 -0.0367
Si -0.0048 -0.0102 -0.0365
Si -0.0038 -0.004 0.034
Si -0.0066 -0.0147 -0.0452
Si 0.0115 0.0146 0.0566
Si -0.0006 -0.0001 0.0048
Si -0.0018 0.0026 0.0059
Si -0.0074 -0.0019 -0.0017
Si 0.0079 0.0056 0.0049
Si -0.0072 0.0041 0.0035
Si 0.0055 -0.0092 0.0068
Si 0.0114 -0.0004 0.0046
Si -0.006 0.0035 0.0088
Si -0.005 0.0059 0
Si -0.0019 -0.0121 -0.007
Si 0.0223 -0.0017 -0.0057
Si -0.0106 -0.0067 -0.0031
Si -0.002 -0.005 -0.0006
Si 0.004 0.0061 0.0072
Si -0.0116 -0.0011 -0.005
Si 0.0083 0.0051 0.0051
O -0.0099 -0.0104 -0.0087
O -0.0118 -0.0004 0.0075
O 0 -0.0044 -0.0018
O -0.0034 -0.0008 0.0158
O 0.0071 0.0048 0.0054
O 0.0075 0.0085 -0.0014
O -0.0008 -0.0009 0.006
O 0.0061 0.0041 0.0053
O -0.002 0.0025 0.0006
O -0.0007 -0.0038 -0.006
O -0.0005 -0.0019 -0.0009
O 0.0011 0.0034 -0.0011
O 0.0022 0.002 0.0001
O 0.0026 -0.0008 0.0015
O -0.0015 -0.0011 0.0046
O -0.0023 0.0044 0.0022
O -0.0047 0.0029 -0.0059
O -0.001 0.0011 -0.0021
O -0.0011 0.0029 -0.0031
O -0.0021 0.0007 0.0012
O 0.0019 -0.0006 0.0011
O 0.002 -0.0027 0.0022
O 0.0028 -0.0006 0.0004
O 0.0014 -0.005 0.0086
Si 0.0005 -0.0013 0.0017
Si 0.0004 -0.0001 -0.0011
Si 0.0001 0.0001 -0.0009
Si -0.0015 0.002 0.0022
Si 0.0003 0.0004 -0.0024
Si -0.0003 0.0004 -0.0005
Si 0.0004 -0.0007 -0.0015
Si 0.001 -0.0009 0.0014
Si 0.0008 0.0033 -0.0003
Si 0.0004 0 -0.0009
Si -0.0002 0.0001 0.0006
Si 0.0001 -0.0005 0.0008
Si -0.0031 0.0007 -0.0061
Si -0.0008 0.0017 0.0003
Si 0.0022 0.0001 -0.0052
Si -0.0004 0.0006 0.0009
Si 0.0001 -0.0002 -0.0038
Si 0.0048 -0.0022 0.004
Si 0.0019 -0.0007 -0.0037
Si 0.0003 -0.0005 -0.001
Si 0.0002 0.0001 -0.0001
Si 0.0002 0.0001 -0.0003
Si -0.0003 -0.0009 -0.0001
Si 0.0019 -0.0011 -0.0029
Si -0.0001 0.0002 -0.0025
Si 0.0007 0.002 0.0004
Si -0.0003 -0.0008 -0.0017
Si 0.0011 0.0007 -0.0043
Si 0.0001 -0.0001 -0.0026
Si 0.0008 0.0008 -0.0005
Si 0.0005 0.0002 -0.0012
Si 0.0001 0.0002 0.0006
Si -0.0005 0 -0.0024
Si -0.0001 0.0011 -0.0021
Si 0.0003 0.0003 -0.0009
Si -0.0021 -0.0005 0.0017
Si -0.0009 0.0006 -0.0019
O 0 -0.0005 0.0013
O 0.0004 0.0001 -0.0007
O 0.0007 0.0009 0.0002
O 0 0.0003 -0.0003
O -0.0001 0.0006 -0.0006
O -0.0002 0.0003 0.0013
O -0.0004 -0.0003 -0.0004
O -0.0003 0.0004 -0.0007
O 0.0003 0.0001 -0.0005
O 0.0001 0.0001 -0.0009
O -0.0011 0.0004 0.001
O -0.0008 0.0009 -0.0005
O 0.0001 0.0001 0.001
O 0.0004 -0.0001 -0.0027
O 0.0001 0.0006 0.0005
O -0.0001 -0.0002 -0.0012
O -0.0007 0.0002 0.0001
O 0.0007 0.0003 -0.0006
O 0.0003 0.0002 -0.0006
O -0.0018 0.0004 -0.0035
O -0.0004 0.0012 -0.0009
O 0.0002 0.0008 -0.0003
O 0.0001 -0.0001 -0.0007
O 0.0002 0.0004 0.0004
O 0.0005 0.0003 -0.003
O -0.0001 0.0001 0.0003
O -0.0012 0.0014 -0.0016
O -0.0001 0 -0.0009
O 0.0007 0.0008 0.0015
O -0.0002 0.0007 -0.0002
O 0 0.0001 0.0014
O 0.0009 0.0004 -0.0008
O 0.0007 0.0006 0.0004
O -0.0018 -0.0011 0.0012
O 0.001 0 0.0004
O 0.0001 -0.0003 -0.0008
O 0.0004 0.0004 0.0013
O 0.0005 0 -0.0002
O 0.0004 0.0001 0.0006
O 0.0002 0.0008 -0.0005
O 0.0001 0.0009 0.0015
O 0.0007 -0.0007 0.0014
O -0.0006 0.0003 0.0008
O 0.0005 -0.0003 0.0008
O -0.0001 0.0006 0.0003
O 0.0004 0.0003 0.0001
O 0 0.0003 0.0004
O -0.0004 -0.0003 -0.0003
O 0.0006 -0.0003 0.0004
O 0.0002 0.0005 -0.0003
O -0.0007 0.0001 -0.003
O 0.0003 0.0008 0.003
O -0.0006 0.0002 -0.0013
O -0.0007 0 -0.0004
O 0.0001 0.0001 0.0018
O -0.0003 0.0015 -0.0022
O 0.0003 0.0002 0
O -0.0001 0.0008 0.0022
O 0.0005 -0.0004 0
O 0.0007 -0.0005 0.0002
O -0.0012 -0.0008 -0.0002
O 0 0 -0.0003
O 0.0002 -0.0003 -0.0009
O 0.0002 0 0.0014
O 0.0016 0.0011 0.0011
O 0.0001 -0.0001 0.0002

The program warned: the cutoff lies below the one the program advises for these potential files; the forces do not sum to zero within the program's tolerance; the exchange-correlation potential is rough where the density is thin.
